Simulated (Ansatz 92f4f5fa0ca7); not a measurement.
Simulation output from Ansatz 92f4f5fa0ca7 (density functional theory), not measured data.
Periodic cell of 223 atoms, Si133O90, from a study of silicon, its oxide and their interface. The atomic structure is a simulated model.
Doubt: the cutoff is far below the 930 eV that the study's wrapper takes by default for these files, so forces and energies are approximate.
This geometry differs little from another in the collection (a relaxation step or a small displacement).

Settings: functional PBE; potential files Ansatz PAW; basis plane waves; wave-function cutoff 580 eV; density cutoff ratio 5; exchange-correlation grid ratio 1; k mesh 1 x 1 x 1, Gamma-centred; self-consistency stop 5e-08 eV per atom in the density residual; occupations fixed; spin none; net charge 0.

Cell vectors (angstrom)
a, 10.938, 0, 0
b, 0, 10.938, 0
c, 0, 0, 32.2831

Atoms and the computed forces on them: element, x, y, z (angstrom), force x, y, z (eV/angstrom)
Si, -0.11, 0.313, 24.7749, -0.014, 0.0354, -0.1256
Si, 5.3508, 0.4354, 24.8821, -0.032, 0.1795, -0.1807
Si, 3.0046, 2.5591, 24.8961, 0.115, -0.0733, -0.1196
Si, 8.4092, 2.4167, 24.7687, 0.018, -0.118, -0.1946
Si, -0.5504, 5.7997, 24.603, -0.0809, 0.0022, -0.0337
Si, 5.5025, 5.7124, 24.9896, -0.1698, 0.1485, -0.1551
Si, 3.3501, 7.9902, 24.4325, 0.059, -0.1849, -0.0616
Si, 8.3482, 8.2906, 24.702, 0.0057, 0.0191, -0.1401
Si, 1.3859, 1.4433, 26.1877, 0.0262, 0.0253, 0.0027
Si, 6.8934, 1.4326, 26.2721, 0.0162, 0.0032, 0.0113
Si, 4.1925, 4.136, 26.1651, -0.0094, 0.0026, -0.0455
Si, 9.4743, 4.1213, 26.029, 0.0451, 0.0714, 0.0585
Si, 1.118, 6.6947, 26.0704, 0.1024, 0.1142, -0.0731
Si, 6.9059, 7.0561, 26.2097, 0.0508, -0.0062, -0.0152
Si, 4.2032, 9.6108, 25.971, -0.0113, 0.0231, -0.0021
Si, 9.6447, 9.6603, 26.0884, 0.0106, 0.0344, -0.0547
Si, 2.7393, -0.0429, 27.441, 0.009, -0.005, -0.0164
Si, 8.228, -0.0239, 27.5225, 0.0013, -0.0017, -0.0116
Si, -0.0311, 2.8135, 27.4811, -0.0614, -0.0178, -0.0105
Si, 5.4806, 2.7676, 27.5675, -0.0062, -0.0233, -0.0028
Si, 2.6946, 5.4626, 27.4504, 0.025, 0.0251, -0.0261
Si, 8.1775, 5.4971, 27.4838, -0.0089, -0.0147, 0.0174
Si, -0.0329, 8.2017, 27.4957, -0.018, -0.0005, 0.0117
Si, 5.4421, 8.2899, 27.5145, -0.0333, -0.0157, 0.0155
Si, 4.1018, 1.3673, 28.8648, -0.0815, -0.3447, -0.1407
Si, 9.5708, 1.3673, 28.8648, 0.0895, 0.24, -0.0836
Si, 1.3673, 4.1018, 28.8648, -0.0851, 0.1515, 0.0449
Si, 6.8362, 4.1018, 28.8648, 0.1086, 0.4574, 0.376
Si, 4.1018, 6.8362, 28.8648, -0.2975, 0.1625, -0.3648
Si, 9.5708, 6.8362, 28.8648, -0.1517, -0.1358, 0.0736
Si, 1.3673, 9.5708, 28.8648, 0.1033, -0.2197, -0.2042
Si, 6.8362, 9.5708, 28.8648, 0.0155, 0.184, 0.342
Si, 0, 0, 30.2321, 0.0915, 0.0861, -0.0536
Si, 5.469, 0, 30.2321, 0.0971, 0.0556, 0.0249
Si, 2.7345, 2.7345, 30.2321, -0.0927, -0.0488, -0.0559
Si, 8.2035, 2.7345, 30.2321, 0.0407, 0.0201, 0.0053
Si, 0, 5.469, 30.2321, 0.1142, 0.0563, -0.008
Si, 5.469, 5.469, 30.2321, 0.0878, -0.0518, -0.0262
Si, 2.7345, 8.2035, 30.2321, -0.0319, -0.0235, 0.0147
Si, 8.2035, 8.2035, 30.2321, -0.0853, -0.1181, 0.0036
Si, 1.3673, 1.3673, 31.5993, 0.0212, -0.0231, -0.0037
Si, 6.8362, 1.3673, 31.5993, -0.0569, 0.0612, -0.016
Si, 4.1018, 4.1018, 31.5993, 0.0046, 0.0171, -0.0125
Si, 9.5708, 4.1018, 31.5993, 0.023, 0.0109, -0.0451
Si, 1.3673, 6.8362, 31.5993, -0.0626, -0.0226, -0.0202
Si, 6.8362, 6.8362, 31.5993, -0.0461, 0.0694, 0.0162
Si, 4.1018, 9.5708, 31.5993, 0.0121, -0.0094, -0.0243
Si, 9.5708, 9.5708, 31.5993, -0.0128, 0.0077, -0.015
Si, 2.7345, 0, 0.6835, -0.0147, 0.0024, 0.0198
Si, 8.2035, 0, 0.6835, -0.0098, 0.0066, 0.0157
Si, 0, 2.7345, 0.6835, -0.0216, 0.0409, 0.002
Si, 5.469, 2.7345, 0.6835, 0.0745, -0.0322, -0.002
Si, 2.7345, 5.469, 0.6835, -0.0283, 0.0105, 0.0175
Si, 8.2035, 5.469, 0.6835, 0.0151, -0.0659, 0.0198
Si, 0, 8.2035, 0.6835, 0.141, -0.073, 0.0014
Si, 5.469, 8.2035, 0.6835, 0.0061, 0.0192, 0.0258
Si, 4.1018, 1.3673, 2.0507, -0.0023, 0.1019, -0.0228
Si, 9.5708, 1.3673, 2.0507, 0.0498, 0.0015, 0.0222
Si, 1.3673, 4.1018, 2.0507, -0.0429, -0.0462, 0.0087
Si, 6.8362, 4.1018, 2.0507, -0.1, -0.0033, -0.001
Si, 4.1018, 6.8362, 2.0507, -0.0012, -0.0569, 0.0147
Si, 9.5708, 6.8362, 2.0507, -0.0085, 0.0638, 0.0323
Si, 1.3673, 9.5708, 2.0507, -0.1054, 0.0493, -0.0458
Si, 6.8362, 9.5708, 2.0507, 0.0148, -0.0384, 0.0029
Si, 0, 0, 3.418, -0.067, -0.3675, -0.554
Si, 5.469, 0, 3.418, 0.0392, -0.139, 0.3006
Si, 2.7345, 2.7345, 3.418, 0.1659, -0.0074, -0.3713
Si, 8.2035, 2.7345, 3.418, -0.3858, -0.3512, 0.3381
Si, 0, 5.469, 3.418, 0.0309, -0.2007, 0.0142
Si, 5.469, 5.469, 3.418, 0.121, -0.0476, -0.3577
Si, 2.7345, 8.2035, 3.418, 0.281, 0.2774, 0.28
Si, 8.2035, 8.2035, 3.418, -0.1132, 0.2148, 0.0128
Si, 1.4666, 1.2422, 4.6853, 0.0274, -0.029, 0.0079
Si, 6.8045, 1.312, 4.8834, 0.0174, 0.0499, -0.0246
Si, 4.1253, 4.0927, 4.7509, -0.0057, -0.0024, 0.0464
Si, 9.5712, 4.0641, 4.7757, -0.0186, -0.0003, -0.0006
Si, 1.367, 6.8523, 4.7609, -0.0074, 0.0034, 0.0256
Si, 6.8359, 6.8203, 4.7642, -0.0003, -0.0136, 0.0038
Si, 4.1856, 9.5393, 4.8744, -0.0221, -0.0186, 0.0029
Si, 9.5376, 9.6304, 4.7927, -0.0069, 0.0141, 0.0216
Si, 2.7789, -0.024, 6.2099, -0.0189, 0.0187, 0.0115
Si, 8.0948, -0.1187, 6.3449, 0.008, 0.0184, 0.0547
Si, 0.0631, 2.5783, 5.9154, -0.0037, 0.0337, 0.0005
Si, 5.3854, 2.7104, 6.2202, -0.0331, 0.0289, 0.0608
Si, 2.8317, 5.5582, 6.0682, 0.0338, -0.0106, 0.0516
Si, 8.1883, 5.4432, 6.1188, -0.0141, 0.0111, -0.0099
Si, -0.0571, 8.1904, 6.0744, 0.0128, 0.0212, 0.0205
Si, 5.5827, 8.1516, 6.298, 0.0099, -0.0121, -0.031
Si, 3.6413, 1.7438, 7.5892, -0.0476, 0.0414, 0.0713
Si, 10.3068, 1.3093, 7.7732, -0.0426, -0.0191, 0.0846
Si, 1.5088, 3.9421, 7.0344, 0.0531, -0.0652, 0.0709
Si, 6.5742, 4.326, 7.4379, -0.0465, 0.0326, 0.1212
Si, 4.3662, 6.5784, 7.5906, 0.0793, -0.0387, 0.0903
Si, 9.1866, 7.1654, 7.3536, 0.0855, -0.0733, 0.0706
Si, 1.1798, 9.6715, 7.4094, -0.0281, 0.0115, 0.0937
Si, 7.4724, 8.866, 7.605, -0.0543, 0.0599, 0.1064
O, 12.7974, 7.744, 25.0162, -0.0715, -0.1025, 0.2041
O, 4.127, 1.447, 24.3842, 0.0243, 0.0051, 0.2291
O, 9.724, 6.6161, 8.8542, -0.0787, 0.0843, -0.1223
O, -2.2143, 0.9409, 7.4976, 0.04, -0.0704, -0.1224
O, 7.5901, 2.9015, 23.4023, 0.039, -0.0154, 0.0864
O, 3.1701, 10.6152, 21.9836, 0.0078, -0.0381, 0.059
O, 5.4618, 5.4151, 8.0492, 0.0317, -0.0013, -0.1681
O, 0.1491, -0.1166, 7.9802, 0.0057, 0.001, -0.0989
O, 7.3274, 3.6252, 8.7243, -0.0193, 0.0681, -0.1161
O, 7.3095, 9.047, 9.2708, 0.0222, -0.0209, -0.2054
O, 11.2474, 4.6919, 7.8766, 0.0072, 0.0066, -0.0139
O, 1.7629, 8.9001, 8.7392, 0.0217, 0.0056, -0.0726
O, 3.9223, 1.2221, 9.1276, -0.0286, 0.0043, -0.1512
O, 2.5253, 2.9395, 7.8949, -0.0124, 0.0125, -0.1295
O, 10.5662, 2.0922, 9.175, 0.0179, 0.0007, -0.0131
O, 3.7556, 7.1909, 9.0138, 0.0024, -0.0019, -0.1069
O, 7.8698, 9.0516, 23.282, -0.0067, -0.0293, 0.1329
O, 9.5762, 1.3147, 24.2725, 0.0011, 0.039, 0.1885
O, 6.4937, 5.2711, 23.758, 0.0298, -0.0258, 0.0521
O, 2.2807, 3.1735, 23.5511, -0.0012, -0.0082, 0.1131
O, 11.7171, -0.2624, 23.4802, -0.0587, 0.0343, 0.0787
O, -1.5745, 7.0806, 24.2416, 0.0821, -0.0576, 0.1321
O, 3.0835, 8.2236, 22.8371, 0.0127, 0.0722, 0.0712
O, 6.2861, 11.174, 23.5363, -0.0082, -0.0367, 0.0906
Si, 12.4847, -0.0489, 22.0414, 0.0114, -0.0082, -0.0711
Si, 7.1704, 4.2942, 22.651, -0.0545, -0.0106, -0.0041
Si, 5.5875, 15.6156, 20.0167, 0.0065, 0.0495, -0.0854
Si, 10.6533, 1.4587, 13.1611, -0.0449, -0.0727, 0.0157
Si, 5.4104, -0.9813, 12.3382, 0.0025, 0.0037, 0.0483
Si, 2.0317, 1.3228, 14.8776, -0.0194, -0.027, -0.0464
Si, 4.6475, 1.607, 13.3529, 0.006, -0.0205, 0.0026
Si, -0.7427, 4.9649, 22.388, 0.0941, -0.0658, -0.1681
Si, 10.6388, 4.8879, 17.9687, 0.039, -0.0003, 0.0274
Si, 11.1173, 3.5076, 15.1028, -0.037, 0.0206, -0.0167
Si, 10.1563, 2.8917, 10.5238, -0.0576, -0.0534, 0.1416
Si, 3.9151, 9.1663, 21.809, -0.0484, 0.0032, -0.1234
Si, 7.4968, 5.6614, 11.9134, 0.0259, 0.0022, 0.0833
Si, 9.7623, 9.5731, 12.6758, 0.0222, 0.0495, 0.0385
Si, 8.0817, 0.5896, 19.9416, 0.0572, -0.0129, 0.0156
Si, 5.7317, 3.231, 15.5137, -0.0365, 0.0129, -0.026
Si, 8.8433, 7.8766, 15.0816, 0.047, -0.026, -0.0612
Si, 7.712, 8.5284, 10.7665, 0.0273, -0.0177, 0.182
Si, 12.3392, 5.2674, 20.3159, 0.0405, 0.0177, 0.0033
Si, 13.7321, 8.5908, 17.1763, 0.0463, -0.0505, 0.0194
Si, -0.0335, -0.6764, 19.6114, 0.0064, -0.0161, 0.0179
Si, 6.2841, 6.1881, 14.7425, 0.0144, 0.0089, -0.0518
Si, 10.6294, 8.0077, 17.481, 0.0287, 0.0229, 0.0303
Si, 2.106, 11.3952, 17.7733, -0.0177, -0.021, 0.0077
Si, 10.9178, 5.5552, 9.2038, -0.0178, -0.0281, 0.1019
Si, 8.1825, 14.4085, 19.0781, -0.0315, 0.0173, -0.0447
Si, 6.7875, 10.0242, 22.5071, -0.0515, 0.0058, -0.0254
Si, -0.6483, 5.7973, 13.3037, -0.0142, 0.0045, 0.0041
Si, 6.9494, 1.5368, 17.4984, -0.0005, 0.0452, 0.0661
Si, 2.2986, 7.6457, 9.6185, 0.0186, 0.0515, 0.054
Si, 1.4178, 3.0037, 22.1825, -0.0054, 0.0049, -0.1074
Si, 3.8082, 8.0058, 14.3648, 0.0005, 0.0221, -0.0261
Si, 3.7609, 7.1525, 19.6167, -0.0146, -0.0057, -0.0067
Si, 4.3053, 2.6744, 18.106, 0.0294, -0.0006, 0.0411
Si, 12.3083, 7.8601, 12.4992, -0.0459, 0.0069, 0.0747
Si, 7.1634, 3.1242, 10.2645, -0.003, -0.0188, 0.1565
Si, 4.6742, 1.1607, 10.5539, 0.0555, -0.0142, 0.157
O, 6.9995, 4.5844, 19.2043, 0.0236, -0.0107, 0.0241
O, 3.9899, 1.9057, 11.867, 0.0043, -0.0227, -0.0207
O, 13.3684, 6.5029, 20.2762, -0.0104, -0.0034, -0.0111
O, 0.0603, 16.6754, 21.159, -0.0903, -0.0298, 0.0665
O, 4.7521, 6.7506, 14.8256, 0.0099, -0.0155, 0.0213
O, -1.3271, 4.2119, 19.0416, -0.006, 0.0003, 0.0041
O, 6.4487, 4.7184, 15.4747, -0.0093, -0.0263, 0.0301
O, -4.1768, 4.3998, 11.1974, -0.0056, -0.0181, -0.0693
O, 9.8226, 6.6753, 14.5899, -0.0131, 0.0007, 0.0164
O, 7.3504, 7.2677, 15.3912, -0.0144, 0.0014, 0.0323
O, 12.065, 4.8339, 18.7567, -0.0324, -0.0228, 0.0002
O, 9.5217, 8.5512, 16.4049, -0.019, 0.0156, 0.0138
O, 5.293, 2.9745, 13.9587, -0.0104, -0.0003, 0.0158
O, 8.8273, 8.9828, 13.8847, -0.0326, -0.0249, 0.0279
O, 0.2675, 4.6408, 13.9523, 0.0026, 0.0117, 0.0122
O, 2.3139, 8.1022, 11.1844, 0.0281, -0.0067, -0.1061
O, -1.9677, 5.2545, 12.5124, -0.0033, 0.012, -0.0118
O, 7.2405, -0.2047, 21.1006, -0.0039, -0.0169, 0.069
O, 1.229, 8.1574, 16.9436, -0.0211, -0.0101, -0.011
O, 10.2474, 6.4471, 17.737, -0.0176, -0.0066, 0.0105
O, 12.0805, 0.8134, 13.6178, 0.02, 0.0133, 0.0268
O, 5.9893, 4.1415, 21.5161, 0.0493, -0.0159, 0.0529
O, 14.433, 8.8259, 15.7329, 0.0106, 0.0141, -0.003
O, 8.5885, 2.5847, 10.807, 0.0142, -0.0056, -0.0674
O, 10.1221, 2.345, 14.4598, 0.0294, 0.0197, -0.0002
O, 3.8875, -2.3165, 20.2892, 0.007, 0.0469, 0.0724
O, 13.0206, 4.0085, 21.0922, -0.0131, -0.0227, 0.0156
O, 2.3792, 7.5179, 13.7352, 0.0244, -0.0043, 0.0019
O, 1.688, 2.8876, 15.2212, 0.0213, 0.004, 0.0169
O, 13.8684, 10.0023, 18.0006, 0.0148, 0.0215, 0.0168
O, 7.6139, 6.9002, 10.8582, 0.0018, -0.0001, -0.0601
O, 11.3416, 9.1479, 12.8087, 0.0196, -0.0435, -0.0284
O, 3.5782, 7.4154, 18.0135, -0.023, 0.0233, -0.0254
O, 6.5388, 1.811, 15.9184, 0.0192, 0.0087, 0.0208
O, 5.0639, 17.1634, 19.964, 0.0232, -0.0457, 0.0236
O, 0.324, 6.6193, 12.2873, -0.0038, 0.0032, -0.0301
O, 5.7427, 0.3885, 13.1916, -0.0184, 0.0162, 0.0035
O, -0.1484, 3.4239, 22.421, -0.0365, 0.0626, 0.0694
O, 10.6485, 4.0756, 16.5537, 0.0035, -0.0123, 0.012
O, 6.5587, 6.0971, 13.1492, -0.0044, -0.0039, -0.0096
O, 6.7215, 9.1445, 11.8951, 0.0089, 0.0072, -0.0326
O, 4.5047, -1.9609, 13.2608, 0.0043, -0.0053, -0.0009
O, 8.0479, 13.174, 20.1732, 0.0109, -0.0101, 0.0285
O, 5.5616, 1.6636, 18.3594, -0.0019, -0.0194, -0.024
O, 9.5915, 0.0783, 20.1518, -0.0163, 0.0186, 0.0058
O, 5.4803, 9.1122, 22.2183, 0.0266, -0.0198, 0.0523
O, 3.5755, 1.1032, 14.4678, 0.0068, 0.0074, -0.0036
O, 4.7185, -0.4371, 10.9468, -0.0159, 0.027, -0.067
O, 2.9327, 12.742, 18.1864, -0.0058, -0.0016, 0.0122
O, 9.2028, 9.0463, 11.2251, 0.0017, -0.019, -0.0607
O, 11.8083, 9.9087, 20.9231, 0.009, 0.0174, 0.0446
O, 8.0112, 2.7738, 17.6227, -0.0214, -0.0311, -0.0164
O, 10.5031, 8.8781, 18.8538, 0.006, -0.0188, -0.0082
O, 10.4791, 4.4837, 10.3473, 0.0456, 0.0762, -0.1128
O, 11.6751, 11.3259, 18.6433, 0.0191, 0.0156, -0.013
O, 4.4014, 3.7929, 19.2966, -0.0025, -0.0338, 0.0107
O, 12.6189, 11.4001, 16.2029, -0.01, 0.0018, 0.0039
O, 6.1285, 1.8812, 10.3648, -0.0008, -0.0021, -0.0453
O, 1.339, 6.3417, 9.5732, -0.03, -0.0376, -0.0112
O, -3.3006, 0.2871, 18.3521, -0.0433, 0.0172, -0.053
O, 12.3459, 12.4416, 21.5916, -0.006, 0.001, 0.0414
O, 4.2577, 6.6274, 24.4041, 0.0572, 0.0196, 0.1746
O, 4.5102, 14.2899, 16.6202, 0.0072, 0.0168, -0.0328
O, 9.6343, 0.257, 12.7778, -0.0069, -0.0146, 0.0064
O, -2.3695, 4.9381, 22.0483, 0.0185, 0.0251, 0.043
O, 10.9491, 2.3707, 11.8422, 0.006, 0.0287, -0.0916

Results
free energy: -135735.129 eV
free energy less fixed offsets of O -568.88, Si -635.61 eV per atom: 0.201 eV

The program warned: the cutoff lies below the one the program advises for these potential files; the forces do not sum to zero within the program's tolerance; the exchange-correlation potential is rough where the density is thin.
